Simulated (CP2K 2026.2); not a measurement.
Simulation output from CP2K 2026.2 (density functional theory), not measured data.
Periodic cell of 522 atoms, Si360O162, from a study of silicon, its oxide and their interface. The atomic structure is a simulated model.
Doubt: the forces sum to 1.28 eV/angstrom along one axis rather than to zero, so they err by at least 0.0025 eV/angstrom per atom on average; the grid cutoff is modest.

Settings
functional: PBE
method: Gaussian and plane waves
basis set: DZVP-MOLOPT-SR-GTH
pseudopotentials: GTH-PBE
grid cutoff: 300 Ry, relative cutoff 40 Ry
k points: Gamma only
occupations: fixed
spin: none
net charge: 0

Cell vectors (angstrom)
a 16.32 0 0
b 0 16.32 0
c -2.2331 -0.55 34.9486

Atoms and the computed forces on them: element, x, y, z (angstrom), force x, y, z (eV/angstrom)
Si -7.495 -1.57 -6.622 -0.046 -0.085 -0.025
Si 3.293 1.232 -2.696 0.037 0.026 0.072
Si -2.625 3.93 -3.145 -0.061 0.063 0.016
Si 3.158 8.541 1.625 -0.034 0.059 0.021
Si -2.228 -7.456 -1.743 0.026 -0.064 0.079
Si -1.107 -1.202 23.754 -0.335 -0.033 -0.594
Si -10.827 -5.097 -1.302 0.045 0.006 0.039
Si 3.294 3.298 1.589 0.071 0.049 0.032
Si 4.458 -7.435 -2.701 0.036 -0.036 -0.03
Si -7.348 -7.095 -6.899 0.132 0.012 -0.041
Si 3.383 -5.833 -7.017 -0.061 0.068 -0.093
Si -0.777 -1.635 -3.675 0.06 0.024 -0.011
Si -7.153 3.991 -0.655 -0.104 0.021 0.09
Si -5.85 0.839 25.705 -0.067 0.004 -0.137
Si -4.381 -8.123 0.512 -0.323 0.384 0.494
Si 3.742 4.025 -4.005 0.076 0.135 -0.054
Si -8.479 -0.228 26.425 -0.026 -0.036 -0.103
Si -9.637 1.887 24.675 0.036 -0.033 -0.156
Si 0.153 0.396 1.278 0.186 0.012 0.695
Si 2.128 2.522 -0.23 0.189 0.26 0.532
Si -0.937 5.591 1.201 -0.31 0.355 0.509
Si 2.574 7.984 -0.551 0.023 0.038 0.573
Si 0.514 -4.923 1.329 0.041 0.002 0.033
Si 2.247 -3.113 1.366 -0.155 -0.329 0.504
Si -10.084 -0.105 0.789 -0.017 -0.01 0.181
Si -7.699 1.895 1.297 0.328 -0.267 0.468
Si 5.081 4.975 1.498 -0.031 -0.053 -0.072
Si -8.162 8.014 1.498 0.208 0.355 0.395
Si 4.952 -6.092 1.576 -0.355 -0.102 0.593
Si -6.188 -4.158 0.664 -0.207 0.273 0.54
Si -3.278 -2.782 0.881 0.38 -0.366 0.502
Si -2.713 2.964 1.394 -0.033 -0.136 0.623
Si -5.394 5.543 1.443 -0.168 -0.18 0.832
Si -3.54 -7.458 2.653 0.024 0 -0.011
Si -6.118 -4.261 -7.548 -0.101 -0.015 -0.086
Si 0.319 -6.046 -0.745 0.205 0.266 0.598
Si -1.367 1.506 2.682 0.024 0.02 -0.07
Si 1.459 4.232 2.78 0.241 -0.34 0.312
Si -1.804 7.093 2.835 0.021 -0.034 -0.018
Si 1.385 9.636 2.747 -0.069 0.011 -0.057
Si -1.515 -3.95 2.334 -0.007 0.01 -0.074
Si 1.346 -1.257 2.566 -0.016 0.008 -0.021
Si 4.172 1.415 2.732 -0.339 0.364 0.351
Si 6.784 4.018 2.892 -0.412 0.318 0.259
Si 4.155 6.762 2.801 0.003 -0.046 0.039
Si 6.789 -6.895 2.807 -0.019 0.014 -0.04
Si 4.002 -4.177 2.636 -0.016 0.007 -0.087
Si -9.012 -1.939 2.873 0.221 -0.109 0.556
Si -6.337 0.846 2.881 0.022 0.008 -0.042
Si -4.204 4.048 2.8 0.03 0.026 -0.038
Si -6.807 6.736 2.883 -0.049 0 -0.099
Si -6.563 9.027 0.115 0.014 -0.445 -0.139
Si -7.206 -3.571 2.75 -0.007 0.016 -0.048
Si -4.52 -0.838 2.928 -0.295 0.167 0.483
Si -2.742 0.169 4.097 -0.022 -0.018 0.016
Si 0.05 2.79 4.051 0.008 0.071 0.002
Si -2.825 5.434 4.168 0.045 -0.007 0.016
Si -0.041 8.197 4.002 -0.017 -0.054 -0.016
Si -2.676 -5.493 3.781 -0.012 -0.006 -0.029
Si -0.158 -2.602 3.866 0.03 -0.021 -0.056
Si 2.754 -0.004 3.993 0.038 0.038 -0.01
Si 5.486 2.641 4.239 0.012 -0.047 -0.06
Si 2.728 5.545 4.206 0.023 -0.002 -0.02
Si 5.511 -8.252 4.209 -0.045 0.01 0.005
Si 2.701 -5.4 4.178 -0.015 -0.004 -0.012
Si 5.458 -2.861 4.011 -0.007 0.043 0.019
Si -8.07 -0.149 4.147 -0.031 -0.019 -0.023
Si -5.475 2.643 4.158 -0.049 -0.045 0.001
Si -8.2 5.422 4.208 0.012 -0.067 0.009
Si -5.328 8.104 4.084 0.028 0.016 -0.005
Si -8.146 -5.398 4.001 0.029 0.056 -0.005
Si -5.517 -2.631 4.118 -0.027 0.02 -0.009
Si -1.417 -1.311 5.365 -0.01 0.018 0.006
Si 1.383 1.357 5.382 0.011 0.04 -0.019
Si -1.337 4.116 5.438 -0.016 -0.006 -0.009
Si 1.313 6.892 5.46 -0.024 0.035 0.02
Si -1.361 9.591 5.352 -0.027 -0.011 0.027
Si 1.251 -3.968 5.34 0.005 0.003 -0.05
Si 4.125 -1.39 5.336 0.008 0.007 0.007
Si 6.873 1.254 5.485 0.005 -0.01 0.027
Si 4.08 4.08 5.49 -0.023 -0.005 -0.043
Si 6.829 6.773 5.597 0.005 0.003 0.009
Si 4.086 -6.82 5.467 -0.006 0.025 -0.009
Si 6.78 -4.162 5.46 0.03 -0.004 0.019
Si -6.783 -1.389 5.63 -0.01 -0.006 0.015
Si -4.042 1.447 5.557 0 0 0.007
Si -6.843 4.01 5.495 0.004 0.034 0.03
Si -4.136 6.749 5.568 0.008 0.015 -0.025
Si -6.732 -6.766 5.339 0.022 -0.029 -0.04
Si -4.064 -4.128 5.235 0.018 -0.032 0
Si -0.01 0.008 6.739 0.03 0.022 -0.006
Si 2.709 2.704 6.804 -0.013 -0.009 -0.025
Si -0.008 5.484 6.803 0.002 -0.004 0.018
Si 2.696 -8.124 6.826 0.005 0.012 0.031
Si -0.028 -5.376 6.743 0.025 -0.025 0.021
Si 2.693 -2.683 6.712 0 -0.018 -0.022
Si 5.449 -0.071 6.786 -0.017 -0.005 0.016
Si 8.158 2.656 6.864 0.021 0.012 0.009
Si 5.432 5.413 6.884 0.002 -0.006 -0.028
Si 8.231 -8.111 6.793 -0.001 -0.022 0.012
Si 5.437 -5.479 6.839 -0.002 -0.026 0.02
Si 8.122 -2.78 6.849 -0.011 -0.022 0.01
Si -5.397 0.025 6.878 -0.01 0.022 -0.011
Si -2.668 2.782 6.867 0.023 0.025 -0.006
Si -5.49 5.385 6.877 -0.029 -0.032 -0.013
Si -2.708 8.194 6.761 0.006 0.035 -0.033
Si -5.401 -5.417 6.722 -0.017 0.003 0.009
Si -2.749 -2.74 6.681 0.005 -0.028 0.023
Si -1.356 1.373 13.588 -0.012 0.018 0
Si 1.373 4.085 13.596 0.01 -0.017 -0.013
Si -1.347 6.816 13.588 0.017 -0.017 -0.003
Si 1.36 -6.774 13.594 -0.027 0.017 -0.006
Si -1.361 -4.069 13.599 -0.006 0.008 -0.004
Si 1.371 -1.368 13.606 0.017 -0.012 0.015
Si 4.084 1.365 13.603 -0.011 0.01 -0.006
Si 6.793 4.064 13.59 0.005 -0.004 0.005
Si 4.064 -9.507 13.597 -0.005 0.009 0.005
Si 6.801 -6.807 13.618 0.012 -0.017 -0.006
Si 4.082 -4.086 13.609 0.016 -0.004 -0.004
Si 6.785 -1.363 13.601 -0.012 0.017 -0.001
Si -6.807 1.334 13.585 0.029 -0.017 -0.001
Si -4.092 4.092 13.585 -0.023 0.017 -0.003
Si -6.819 6.812 13.616 -0.018 0.017 0.004
Si -4.066 9.534 13.591 0.012 -0.017 0.007
Si -6.81 -4.076 13.596 -0.014 -0.001 0
Si -4.076 -1.383 13.598 0.013 -0.009 -0.001
Si -2.712 -0.005 14.933 0.001 -0.001 -0.006
Si 0.007 2.728 14.949 0.003 0.007 -0.011
Si -2.72 5.457 14.93 0.002 0.011 -0.009
Si 0.003 8.186 14.953 0.007 -0.012 -0.002
Si -2.72 -5.427 14.96 0.008 0.012 -0.008
Si 0.019 -2.735 14.967 -0.025 0.005 -0.002
Si 2.735 -0.005 14.955 0.003 0.008 -0.005
Si 5.45 2.714 14.971 0.004 -0.002 -0.006
Si 2.725 5.445 14.965 -0.012 -0.003 0.001
Si 5.422 -8.159 14.974 0.011 -0.003 -0.01
Si 2.723 -5.438 14.982 -0.01 -0.012 0
Si 5.437 -2.72 14.972 -0.001 0.002 0.001
Si -8.173 -0.012 14.964 -0.008 -0.007 0.003
Si -5.459 2.714 14.924 -0.009 0.004 0.001
Si -8.199 5.438 14.955 0.013 -0.004 -0.009
Si -5.437 8.187 14.943 -0.006 -0.008 -0.014
Si -8.154 -5.434 14.968 0 -0.008 -0.013
Si -5.451 -2.729 14.968 0.008 0.007 -0.004
Si -1.33 -1.346 16.293 0.027 0.024 -0.006
Si 1.365 1.349 16.294 -0.026 -0.012 -0.008
Si -1.364 4.099 16.285 -0.002 -0.005 -0.007
Si 1.361 6.82 16.305 -0.008 -0.002 -0.004
Si -1.352 -6.771 16.322 0.001 0.008 0.004
Si 1.372 -4.085 16.362 0.005 0.001 0.001
Si 4.081 -1.357 16.338 0 0.003 -0.011
Si -9.523 1.346 16.341 -0.021 0.001 -0.003
Si 4.111 4.099 16.327 0.016 0.007 0.008
Si -9.574 6.772 16.337 -0.046 -0.016 0.001
Si 4.082 -6.794 16.355 0.017 0.003 -0.003
Si -9.51 -4.073 16.329 -0.004 -0.014 -0.002
Si -6.823 -1.376 16.331 0.005 0.002 -0.009
Si -4.096 1.349 16.267 0.004 -0.004 -0.005
Si -6.837 4.061 16.28 -0.003 0.006 -0.006
Si -4.07 6.832 16.283 0.012 0.01 -0.021
Si -6.772 9.545 16.325 0.032 0.026 -0.003
Si -4.107 -4.106 16.328 -0.005 -0.035 0.006
Si 0.046 -0.019 17.69 0.024 -0.016 -0.032
Si 2.731 2.719 17.609 0.03 -0.017 -0.002
Si -0.072 5.528 17.64 -0.003 0.009 0.023
Si 2.757 8.108 17.702 0.028 0.003 -0.03
Si 0.045 -5.487 17.725 -0.036 -0.029 -0.008
Si 2.692 -2.668 17.718 -0.02 -0.003 -0.023
Si 5.479 -0.053 17.712 0.016 0.003 0.003
Si -8.22 2.766 17.695 0.011 0.002 -0.01
Si 5.409 5.436 17.797 -0.002 -0.001 -0.024
Si -8.16 8.15 17.585 -0.016 0.007 0.003
Si 5.423 -5.381 17.694 -0.03 0.009 -0.026
Si -8.12 -2.781 17.728 0 0.002 -0.009
Si -5.506 0.059 17.642 -0.003 0.011 0
Si -2.683 2.661 17.601 0.007 0.003 -0.024
Si -5.411 5.401 17.559 0.009 -0.007 -0.015
Si -2.776 -8.072 17.666 -0.031 -0.005 -0.017
Si -5.438 -5.444 17.778 0.007 0.005 -0.025
Si -2.722 -2.706 17.587 0.007 0.017 -0.002
Si -1.328 1.329 19.004 -0.043 0.007 -0.039
Si 1.331 4.121 18.861 0.008 -0.013 0.03
Si -1.439 6.931 19.018 0.027 -0.047 0.021
Si 1.427 -6.908 19.091 -0.033 0.014 0.084
Si -1.361 -4.048 18.943 0.007 0.02 0.02
Si 1.356 -1.339 19.16 0.005 -0.006 0.028
Si 4.068 1.335 18.978 -0.026 -0.02 0.006
Si -9.553 4.067 19.17 -0.011 -0.002 0.008
Si 4.029 6.777 19.201 -0.037 -0.014 0.014
Si -9.494 9.526 18.929 0.016 -0.007 -0.003
Si 4.069 -3.978 19.07 0.073 -0.043 0.046
Si 6.869 -1.431 19.092 -0.055 0.038 0.038
Si -6.855 1.443 19.04 0.03 -0.026 0.013
Si -4.042 4.03 18.889 0.014 0.038 0.018
Si -6.786 6.749 18.859 0.031 0.01 0.064
Si -4.087 -6.789 19.176 0.021 0.023 -0.004
Si -6.782 -4.106 19.188 0.002 0.021 0
Si -4.113 -1.337 18.885 0.027 -0.023 -0.001
Si -2.738 -0.056 20.264 -0.001 0.053 0.082
Si 0.031 2.776 20.238 0.042 -0.013 0.008
Si -2.776 5.443 20.246 -0.053 0.019 -0.027
Si -0.039 8.138 20.508 -0.009 -0.022 0.084
Si -2.668 -5.315 20.429 -0.037 -0.016 0.053
Si -0.079 -2.734 20.43 -0.002 0.01 0.006
Si 2.773 0.042 20.481 0.009 0.006 0.03
Si 5.321 2.664 20.458 0.017 0.002 0.09
Si 2.521 5.362 20.462 0.028 0.021 0.091
Si 5.529 8.214 20.372 -0.04 0.042 0.044
Si 2.774 -5.434 20.386 0.009 -0.033 0
Si 5.47 -2.712 20.539 -0.003 0.002 -0.015
Si -8.16 0.042 20.42 -0.009 0.018 0.035
Si -5.405 2.791 20.334 -0.013 0.007 0.01
Si -8.052 5.462 20.366 0.03 -0.047 0.02
Si -5.516 -8.3 20.353 0.01 -0.032 -0.018
Si -8.176 -5.572 20.464 -0.013 0.018 0.036
Si -5.36 -2.625 20.399 0.018 -0.012 0.073
Si 1.988 -6.626 -4.456 -0.013 0.015 0.054
Si 1.706 1.83 21.606 -0.013 0.015 0.061
Si -1.106 4.403 21.485 -0.004 0.004 0.063
Si 0.641 6.153 21.75 -0.024 -0.059 -0.068
Si -0.773 -6.142 21.56 0.14 0.003 -0.645
Si 0.987 -4.498 21.598 -0.174 -0.049 -0.543
Si 4.597 -0.837 21.769 0.106 0.099 -0.59
Si -9.997 0.888 21.663 -0.241 -0.16 -0.688
Si 3.422 3.526 21.627 -0.106 -0.163 -0.711
Si -9.005 7.224 21.569 0.014 -0.014 0.033
Si 0.486 6.498 24.082 0.135 -0.2 -0.572
Si 6.409 -4.574 21.713 -0.241 -0.143 -0.565
Si -6.413 -0.937 21.679 -0.127 -0.105 -0.756
Si -4.151 1.253 21.569 0.068 0.073 -0.667
Si -6.288 4.533 21.659 0.177 0.226 -0.564
Si -4.555 6.236 21.571 -0.017 -0.025 0.024
Si -7.275 -7.433 21.675 -0.001 0.007 0.008
Si -3.593 -3.515 21.698 0.186 0.115 -0.64
Si -2.026 0.794 -6.901 -0.069 -0.095 -0.043
Si 4.798 4.177 24.306 -0.046 0.024 -0.149
Si -6.99 3.28 -3.686 -0.08 -0.009 0.159
Si 1.242 0.507 -4.615 -0.025 -0.001 0.002
Si 0.922 -4.074 -3.184 0.015 -0.027 0.123
Si 4.803 4.076 -6.796 0.03 -0.104 0.101
Si -9.637 6.484 23.678 0.208 0.232 -0.59
Si -9.676 4.509 -4.472 -0.069 0.067 -0.058
Si 2.829 5.72 26.124 -0.088 -0.007 -0.167
Si -5.759 0.445 -3.106 0.064 0.027 0.017
Si -9.672 -4.77 24.729 -0.01 0.041 -0.145
Si 1.052 -3.182 24.378 0.046 -0.106 -0.144
Si 4.077 -3.12 -7.703 -0.044 0.062 -0.071
Si 6.578 5.725 -0.18 -0.406 -0.168 0.399
Si -3.59 1.528 -1.33 0.075 0.062 0.17
Si -3.877 5.719 -7.855 -0.019 0.046 -0.066
Si -4.917 5.147 -5.006 0.13 0.047 0.067
Si -5.082 -4.375 24.386 0.16 0.107 -0.168
Si 3.534 -1.315 24.784 0.34 -0.355 0.197
Si -1.572 -6.715 26.864 0.053 0.07 -0.009
Si 2.746 -0.484 -7.168 -0.024 0.018 0.049
Si 0.59 1.428 23.648 0.389 0.127 -0.59
Si -5.598 -8.121 -4.527 -0.053 0.052 -0.073
Si 3.296 -2.979 -1.565 0.011 0.043 0.154
Si -1.066 6.122 -1.814 0.072 -0.028 0.17
Si -10.281 -7.277 -7.85 0.099 -0.061 -0.12
Si -1.67 -0.962 -0.912 -0.16 -0.009 0.101
Si -1.35 -7.494 24.023 0.06 0.031 -0.107
Si -2.069 3.067 23.198 0.173 0.418 -0.597
Si -8.051 -1.556 -3.494 -0.03 -0.007 0.011
Si -3.787 7.233 23.524 -0.241 -0.433 -0.562
Si 5.023 -7.308 24.374 0.023 0.012 -0.184
Si -3.596 -1.057 -4.99 0.031 0.124 0.019
Si -0.823 5.562 -6.859 -0.062 0 0.001
Si -1.898 -1.765 21.631 0.005 -0.064 0.016
Si 1.754 5.219 -1.939 0.108 -0.064 0.095
Si -6.686 -1.737 24.599 -0.044 0.047 -0.071
Si 2.199 1.083 26.198 0.055 0.056 -0.039
Si -0.348 -7.926 -5.674 0.028 0.024 -0.025
Si -7.284 -7.219 -2.132 0.04 -0.067 0.597
Si -2.246 5.243 25.185 0.022 0.035 -0.141
Si 4.513 -2.907 26.186 -0.287 0.464 -0.496
Si -9.67 7.05 -2.952 0.043 -0.019 0.003
Si -3.442 -4.308 26.864 0.049 -0.055 -0.024
Si 5.441 -0.762 -2.216 0.056 -0.039 0.115
Si -7.996 -4.147 -1.887 -0.002 -0.107 0.177
Si 4.617 -6.301 21.598 0.207 0.209 -0.571
Si -2.97 -6.491 -4.553 0.015 -0.108 0.041
Si -6.858 3.329 24.596 -0.028 0.039 -0.163
Si -2.21 -1.469 26.441 -0.015 0.135 -0.087
Si -3.529 -3.838 -6.073 -0.027 -0.016 -0.05
Si -6.285 -7.15 23.793 -0.314 -0.238 -0.598
Si -7.746 7.426 25.835 0.045 -0.04 -0.085
Si -0.635 2.885 -5.158 0.105 0.005 -0.08
Si -1.329 1.359 8.16 -0.017 0.004 0.001
Si 1.35 4.089 8.149 -0.004 0.014 0.002
Si -1.365 6.844 8.156 0.002 -0.006 0.005
Si 1.336 -6.737 8.136 0.015 0.001 0.013
Si -1.389 -4.048 8.111 -0.015 0.012 -0.003
Si 1.36 -1.339 8.113 -0.001 0.004 -0.007
Si 4.086 1.329 8.135 0.022 -0.002 -0.004
Si 6.797 4.042 8.205 -0.003 -0.031 -0.007
Si 4.054 6.808 8.18 -0.023 0.004 -0.006
Si 6.827 -6.811 8.178 0.021 0.008 0.008
Si 4.041 -4.067 8.111 -0.009 0.002 0.001
Si 6.779 -1.403 8.191 0.01 0.026 0.007
Si -6.777 1.352 8.229 -0.023 0.007 0.018
Si -4.068 4.092 8.219 -0.003 -0.004 0.012
Si -6.809 6.809 8.193 0.017 0.004 -0.009
Si -4.072 -6.78 8.124 -0.019 -0.005 -0.005
Si -6.781 -4.115 8.147 0.019 -0.005 0.008
Si -4.049 -1.395 8.147 -0.009 -0.025 -0.001
Si -2.696 -0.017 9.507 0.02 -0.002 -0.004
Si 0.01 2.725 9.526 -0.004 -0.008 0.007
Si -2.715 5.481 9.537 -0.005 0.011 0.001
Si 0.003 -8.122 9.503 -0.013 -0.005 -0.002
Si -2.724 -5.419 9.492 -0.004 -0.004 0.005
Si -0.005 -2.704 9.476 0.007 -0.002 0.001
Si 2.715 -0.006 9.505 -0.013 0.014 0.002
Si 5.425 2.685 9.531 0 0.016 0.013
Si 2.704 5.44 9.526 0.014 -0.007 0.007
Si 5.442 -8.164 9.525 0.011 -0.017 -0.001
Si 2.708 -5.413 9.508 -0.013 -0.007 -0.001
Si 5.401 -2.745 9.524 0.018 0.007 0.003
Si -8.167 -0.026 9.532 0.008 -0.002 0.008
Si -5.422 2.721 9.569 0.008 -0.009 0.002
Si -8.175 5.44 9.542 -0.017 0.017 -0.006
Si -5.424 -8.142 9.514 0.007 -0.001 -0.008
Si -8.142 -5.45 9.533 0.012 -0.007 0.006
Si -5.436 -2.733 9.504 -0.02 0.004 0.004
Si -1.341 -1.358 10.875 -0.006 0.009 0.003
Si 1.37 1.359 10.879 0.019 0.019 0.006
Si -1.356 4.094 10.876 0 0.003 -0.005
Si 1.352 -9.499 10.869 0 -0.004 -0.01
Si -1.362 -6.774 10.862 0.007 -0.006 0.002
Si 1.346 -4.059 10.863 0.004 -0.003 0.001
Si 4.064 -1.366 10.88 -0.007 -0.002 0.001
Si 6.795 1.339 10.885 -0.008 -0.002 -0.004
Si 4.071 4.074 10.875 -0.01 -0.011 -0.003
Si 6.783 -9.526 10.899 -0.006 -0.015 0.008
Si 4.078 -6.784 10.866 0.006 0.015 -0.008
Si 6.792 -4.09 10.876 -0.001 -0.006 -0.004
Si -6.798 -1.382 10.876 0.006 0.001 0
Si -4.062 1.336 10.887 -0.023 -0.005 -0.001
Si -6.8 4.089 10.898 0.022 0.011 0
Si -4.08 6.826 10.894 0.01 0.012 0.011
Si -6.791 -6.804 10.891 -0.017 -0.017 0.005
Si -4.079 -4.081 10.871 0.005 -0.002 -0.001
Si 0.012 -0.001 12.244 -0.005 -0.006 0.004
Si 2.724 2.718 12.241 0.002 0.001 0.005
Si 0.01 5.451 12.236 -0.001 0.008 0.002
Si 2.714 -8.142 12.23 0.009 -0.016 0.001
Si -0.004 -5.421 12.23 -0.002 0.003 -0.004
Si 2.715 -2.727 12.241 -0.013 0.013 0.004
Si 5.429 -0.008 12.241 0.007 0.006 0.003
Si 8.156 2.708 12.234 -0.013 0.007 -0.005
Si 5.422 5.433 12.248 0.001 -0.003 0.002
Si 8.153 -8.16 12.244 0.012 -0.001 0.001
Si 5.442 -5.447 12.249 0.004 -0.011 0.002
Si 8.147 -2.723 12.237 0.001 0.005 -0.001
Si -5.435 -0.024 12.237 -0.003 -0.007 0.002
Si -2.719 2.728 12.232 0.015 -0.009 -0.005
Si -5.452 5.464 12.248 -0.01 0 0
Si -2.707 8.182 12.233 -0.015 0.005 0.002
Si -5.436 -5.432 12.242 0.011 0.005 0.001
Si -2.713 -2.721 12.225 0.002 0.001 -0.003
O -0.75 -0.574 0.343 -0.043 -0.12 0.329
O -2.706 3.869 24.461 -0.65 -0.219 0.23
O 0.928 1.554 0.372 -0.163 -0.095 -0.149
O 3.083 1.57 -1.135 0.137 -0.503 0.4
O -1.766 4.213 0.894 -0.05 -0.002 -0.133
O 5.336 7.813 -3.537 -0.288 -0.051 -0.596
O 4.385 -1.973 -2.167 0.125 -0.002 0.053
O -2.32 -1.443 -4.079 -0.09 -0.236 0.064
O -9.135 5.993 -4.064 0.316 0.161 -0.362
O -9.054 6.977 0.587 -0.056 0.053 -0.312
O 2.676 -2.545 -0.132 -0.223 0.461 -0.059
O -4.6 -3.713 0.579 0.274 -0.352 -0.361
O -9.545 1.255 23.192 0.115 0.141 0.417
O -2.573 -2.258 -0.498 -0.194 -0.244 -0.288
O -6.132 4.968 0.112 -0.017 0.259 -0.539
O -6.223 -5.77 0.67 0.201 -0.189 -0.003
O 1.404 -4.197 23.169 0.439 -0.082 0.387
O -0.454 4.162 -6.133 0.488 0.052 -0.308
O 0.541 5.162 1.756 -0.008 -0.068 0.1
O -9.518 -1.506 1.366 0 -0.283 -0.27
O -8.388 3.136 2.096 0.302 0.11 0.048
O -3.865 -1.399 1.522 -0.058 0.434 -0.437
O 1.609 3.798 -1.131 -0.224 0.24 0.15
O 3.661 3.925 23.197 -0.06 -0.16 0.367
O -6.808 -7.763 -5.535 -0.333 -0.287 0.243
O 4.166 -6.825 23.095 -0.714 0.183 0.331
O -6.706 -2.955 -6.816 -0.128 -0.186 0.446
O -8.958 -7.206 -6.931 -0.132 -0.103 0.549
O -0.729 -0.008 -7.418 0.273 0.141 0.206
O -4.567 -4.436 -7.156 0.283 -0.197 -0.483
O 4.004 -8.022 -1.268 0.352 -0.225 0.083
O -4.061 -3.859 23.24 0.218 0.003 0.35
O -0.017 -4.76 -7.661 0.099 0.106 0.525
O -10.562 -0.342 -0.706 -0.093 -0.001 -0.185
O -2.143 -3.466 -6.806 0.275 0.435 0.255
O -4.189 -2.495 -5.445 -0.473 -0.02 0.205
O -5.021 0.861 -1.715 -0.389 -0.194 0.439
O -6.136 4.145 -4.73 -0.149 0.082 -0.743
O 0.039 -0.562 -4.56 -0.498 -0.015 -0.467
O 0.747 -7.661 -4.502 -0.145 -0.138 0.7
O -10.018 -6.343 24.566 0.467 -0.323 0.248
O 2.086 -1.94 24.374 -0.126 0.339 -0.052
O 2.785 5.056 -3.193 -0.014 0.295 0.009
O -6.999 2.513 -0.025 0.562 -0.211 -0.113
O 2.815 -6.702 -5.813 0.195 -0.513 0.156
O 1.996 0.406 -3.188 0.009 -0.29 0.562
O -6.486 1.749 -3.738 0.099 0.044 -0.228
O 0.378 -4.956 -1.947 0.075 0.145 -0.177
O -10.184 6.265 -1.634 -0.407 -0.04 -0.158
O -2.145 -0.805 24.955 -0.391 0.28 0.075
O -3.228 2.019 22.697 -0.123 -0.103 0.36
O 4.355 5.229 -7.826 -0.498 -0.046 -0.025
O -2.085 -7.149 25.403 -0.473 0.075 0.089
O -7.043 -1.59 23.033 -0.36 -0.309 0.03
O -7.22 0.764 26.567 -0.194 0.296 0.3
O -0.779 2.277 23.763 -0.2 -0.223 0.384
O -9.567 -4.099 -1.458 -0.144 0.47 -0.025
O -10.784 7.494 24.231 -0.556 0.024 0.175
O 5.295 4.257 -3.603 0.113 -0.201 0.399
O -3.14 -0.227 -6.315 -0.216 -0.24 -0.47
O -6.013 -7.611 -3.054 0.451 0.031 0.195
O 0.049 8.052 24.277 0.467 0.417 0.198
O -2.517 0.324 -1.387 -0.127 -0.094 -0.416
O 5.402 -3.943 25.319 -0.31 -0.008 0.124
O -5.602 -0.607 25.025 0.577 -0.061 -0.031
O -10.684 -5.866 0.101 0.174 -0.413 -0.208
O -5.285 0.185 22.135 -0.103 0.122 0.396
O -4.267 -7.343 -4.989 -0.01 -0.052 -0.506
O -2.372 7.946 23.11 0.029 0.222 -0.396
O 4.067 -7.211 25.639 -0.197 0.505 -0.204
O -2.899 -2.905 26.319 -0.027 -0.025 -0.411
O -3.576 4.58 -4.284 0.228 0.222 -0.195
O 1.797 6.183 24.971 0.182 0.121 -0.04
O 2.313 0.071 -5.731 0.244 0.116 0.158
O -3.467 -7.839 -0.792 -0.097 -0.116 -0.358
O -10.298 5.001 23.633 0.208 -0.383 -0.108
O 2.221 6.436 -0.958 0.224 -0.047 0.575
O -1.709 -7.143 -5.317 -0.121 -0.187 -0.144
O -1.551 7.547 -2.402 -0.124 0.146 -0.866
O -6.582 6.665 26.664 0.03 0.097 -0.001
O -8.378 6.438 24.711 0.326 -0.737 -0.14
O -7.789 -3.101 -3.094 0.301 -0.366 -0.116
O -5.947 1.983 24.574 0.523 -0.185 -0.099
O 4.689 0.47 -2.937 0.335 0.268 -0.435
O -0.444 -2.631 24.157 -0.439 -0.549 -0.24
O -6.706 4.099 23.188 -0.337 -0.13 0.279
O -7.029 -3.69 -0.657 -0.084 0.12 -0.093
O -8.043 -1.478 25.46 -0.574 -0.524 -0.287
O -8.881 0.948 0.759 0.1 0.098 -0.346
O -4.281 -4.964 25.652 0.103 -0.275 -0.102
O -9.651 0.662 25.742 -0.342 0.019 0.056
O -4.752 5.204 -6.606 -0.271 -0.61 -0.227
O 1.085 0.191 26.93 -0.218 0.436 0.089
O -8.658 4.547 -0.471 -0.413 -0.509 0.057
O 3.542 -4.253 -6.691 -0.392 0.207 0.332
O 1.512 -1.137 -7.952 -0.006 -0.496 0.322
O -7.163 -7.58 25.091 0.061 0.485 0.237
O -3.208 -4.948 -4.949 -0.076 0.317 0.461
O 0.223 -7.32 -7.057 -0.041 -0.26 -0.33
O 3.846 -1.659 -7.05 0.356 0.092 0.26
O -1.168 -6.688 -0.804 -0.236 0.042 0.157
O -7.667 -5.652 -2.392 0.116 0.029 -0.572
O -3.478 2.227 0.135 -0.298 0.013 0.02
O -9.348 -4.219 23.239 0.249 0.32 0.186
O -4.282 6.579 0.813 0.342 -0.01 0.028
O -2.252 5.054 -2.05 -0.21 -0.119 0.298
O -0.771 6.32 -0.234 0.069 0.548 -0.132
O 1.101 -3.892 25.821 -0.452 -0.353 0.084
O -6.628 -0.274 -7.075 0.326 0.558 0.284
O 3.34 0.101 25.584 0.464 0.204 0.191
O 1.453 -5.115 -4.292 -0.02 0.487 -0.303
O -3.409 6.322 24.823 -0.183 0.015 0.197
O -4.708 1.138 26.779 0.349 0.311 -0.323
O -8.46 -4.663 25.787 0.607 0.037 0.106
O -5.999 -5.561 23.806 -0.192 0.195 -0.372
O -0.658 -1.354 -2.094 0.378 0.079 0.169
O -6.336 4.234 25.811 -0.157 -0.155 0.073
O -10.102 4.398 -6.042 0.36 -0.024 -0.351
O -0.564 6.803 -5.85 0.244 -0.146 0.174
O -0.204 -3.139 -3.882 -0.19 -0.088 -0.712
O 4.134 5.014 25.497 0.389 0.158 0.437
O -6.92 -0.638 -2.79 0.169 -0.058 0.432
O -7.945 -1.393 -5.093 -0.017 0.3 -0.162
O -1.711 1.841 -5.737 -0.374 -0.177 0.143
O 4.323 -1.051 23.382 0.065 -0.1 0.343
O 5.451 -6.17 -2.506 0.244 0.089 -0.465
O 2.126 -3.135 -2.658 0.062 0.385 -0.307
O 3.31 2.555 -3.58 -0.2 -0.087 -0.1
O -5.284 6.621 -4.458 0.117 -0.121 0.17
O -4.683 -0.204 -4.146 -0.048 0.034 -0.129
O -6.04 -3.173 24.88 -0.059 -0.316 0.449
O -2.347 5.659 -7.375 0.059 -0.196 0.282
O -2.738 -6.527 -2.955 -0.008 0.445 0.087
O 3.049 -7.034 -3.338 -0.406 0.201 -0.07
O -8.388 2.894 24.864 -0.117 0.02 0.518
O -1.228 3.415 -3.764 0.487 -0.032 0.563
O -2.117 5.113 26.78 0.499 -0.042 0.051
O 5.03 0.437 1.714 0.022 -0.233 -0.183
O 4.854 -6.381 -7.279 0.098 0.063 0.277
O -9.533 -1.124 -3.013 0.071 -0.024 0.099
O 0.04 -6.565 26.766 0.019 -0.224 -0.662
O -8.944 7.866 26.81 -0.327 -0.224 -0.026
O 4.055 -4.377 -1.305 -0.142 -0.278 0.109
O 4.967 2.706 -7.659 0.239 -0.113 0.192
O 3.423 -3.83 26.961 0.222 -0.514 0.057
O -1.059 -6.155 23.189 0.256 0.393 0.52
O 0.301 5.631 -2.524 -0.021 0.223 -0.523
O -6.947 -5.538 -7.016 -0.276 0.203 0.353
O 3.661 4.073 -5.629 -0.626 0.042 -0.08
O -3.343 2.671 -2.444 -0.418 -0.04 -0.04
O -0.777 5.625 24.622 0.049 -0.506 -0.157
O 1.495 1.825 24.94 0.083 0.421 0.186
O 0.715 2.019 -4.916 0.261 0.266 -0.098
O -10.764 7.518 -7.952 0.106 -0.13 0.561
O 0.101 -0.119 23.678 0.523 -0.051 -0.209
O -4.882 -7.965 23.928 0.085 -0.105 0.531
O -6.771 3.914 -2.213 0.53 0.43 -0.212
O -8.762 -1.579 -7.611 -0.13 0.217 -0.167
O 5.336 2.757 24.853 -0.386 -0.164 0.544
O -8.551 3.405 -4.113 0.065 -0.26 0.154
O -8.51 8.106 -2.544 -0.139 0.033 0.245
O 1.395 -7.267 -0.981 -0.029 -0.005 -0.27

Results
total energy: -109546.585 eV
total energy less fixed offsets of O -438.25, Si -107.07 eV per atom: -4.885 eV
